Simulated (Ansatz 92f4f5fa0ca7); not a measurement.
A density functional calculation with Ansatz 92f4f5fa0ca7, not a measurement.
Periodic cell of 171 atoms, Si99O72, from a study of silicon, its oxide and their interface. The atomic structure is a simulated model.

Settings
functional: r2SCAN
potential files: Ansatz norm-conserving
basis: plane waves
wave-function cutoff: 1300 eV
density cutoff ratio: 4
exchange-correlation grid ratio: 1
k mesh: 2 x 2 x 1, shifted by 0.5 0.5 0.5 of a step
self-consistency stop: 5e-08 eV per atom in the density residual
occupations: Fermi-Dirac, 0.05 eV
spin: none
net charge: 0

Cell vectors (angstrom)
a  11.5403  0  0
b  0  11.5403  0
c  -2.9448  -1.9924  21.6886

Atoms: element, x, y, z (angstrom)
Si  -1.6484  1.9934  -0.9537
Si  -1.8491  6.8394  -0.5243
Si  -1.2187  9.8621  -0.0391
Si  2.2184  1.626  -0.4495
Si  2.0931  7.0551  -0.5302
Si  2.3332  10.1087  0.0203
Si  6.2552  1.3971  -0.7062
Si  6.0116  6.8042  -0.6229
Si  6.1536  9.9126  -0.1559
Si  0.238  2.1699  0.6814
Si  0.2536  6.2629  0.7115
Si  0.512  10.1129  1.4014
Si  4.2632  2.1674  0.6271
Si  4.0672  6.356  0.6927
Si  4.297  10.0169  1.2012
Si  8.0764  2.1481  0.6372
Si  7.8545  6.2188  0.7695
Si  8.1477  10.1025  1.0056
Si  0.3017  4.2167  1.9832
Si  0.3091  8.0219  2.3567
Si  0.2882  12.1029  2.4352
Si  4.1527  4.2516  1.9135
Si  4.171  8.0524  2.3573
Si  4.2272  12.014  2.3164
Si  7.9497  4.1869  1.9795
Si  8.018  8.1087  2.2317
Si  8.0889  12.0016  2.2871
Si  -1.6461  4.2528  3.4051
Si  9.892  8.1001  3.6822
Si  9.9152  11.9596  3.7458
Si  2.2437  4.2459  3.3875
Si  2.2412  8.084  3.6905
Si  2.27  11.9841  3.6758
Si  6.0444  4.2764  3.374
Si  6.1391  8.1152  3.6497
Si  6.1598  11.9449  3.6321
Si  9.8414  2.4067  4.9261
Si  9.9157  6.1242  4.9035
Si  9.9227  10.0133  5.092
Si  2.2403  2.4106  4.9088
Si  2.3002  6.1182  4.8943
Si  2.1945  10.0108  5.0377
Si  6.0415  2.4047  4.812
Si  6.1046  6.1464  4.8858
Si  6.191  10.0217  5.0325
Si  0.2513  2.3202  6.2467
Si  0.3567  6.2342  6.1998
Si  0.2638  9.9378  6.4944
Si  4.1933  2.4035  6.2601
Si  4.216  6.245  6.3051
Si  4.203  9.9806  6.2596
Si  7.8681  2.3553  6.2522
Si  8.0068  6.1478  6.3027
Si  8.0624  10.0781  6.536
Si  0.2067  4.317  7.4208
Si  0.424  7.9456  7.8529
Si  0.1249  11.9592  7.7349
Si  4.1896  4.3321  7.6296
Si  4.327  8.1994  7.7714
Si  4.1128  11.9097  7.4703
Si  7.9022  4.2139  7.6143
Si  8.1448  8.0199  7.8036
Si  7.838  12.1292  7.8371
Si  9.886  4.202  8.7677
Si  10.0447  7.2782  9.1477
Si  9.8008  12.6492  9.0632
Si  2.1131  3.9353  8.6628
Si  2.4857  7.876  9.1635
Si  2.2033  12.3549  8.799
Si  6.0714  4.6062  9.0524
Si  6.2573  7.7963  9.2051
Si  5.7156  11.8652  9.0967
Si  6.6233  4.2332  16.7264
Si  3.8975  5.1398  16.5969
Si  2.5654  5.4375  10.8633
Si  11.0773  4.1857  18.2236
Si  10.439  8.508  12.098
Si  2.5358  7.1446  14.9286
Si  7.3773  4.3181  13.8054
Si  7.2298  8.8648  18.9899
Si  5.8465  6.3069  18.4202
Si  4.994  4.0857  11.8488
Si  9.9085  1.8905  16.7354
Si  2.4443  9.9615  15.7361
Si  3.8774  1.397  11.2248
Si  4.347  -0.6916  13.5114
Si  8.7335  1.7986  13.9661
Si  2.4103  3.3247  18.3167
Si  1.8239  7.7967  12.0941
Si  -2.5784  6.7943  14.3252
Si  -2.4689  -0.3502  11.766
Si  -0.151  11.5589  18.4421
Si  7.175  1.5451  18.0246
Si  6.48  0.1791  15.5172
Si  -0.2182  6.4147  16.0797
Si  8.261  9.2526  16.0505
Si  -0.4653  9.5189  16.4643
Si  6.2104  9.8306  11.3114
Si  2.8744  0.3119  18.2135
O  3.6438  6.0113  15.2572
O  2.5  8.49  10.7697
O  2.7398  8.3734  15.9931
O  -2.4453  7.3452  -1.995
O  -1.8154  0.682  -1.9487
O  0.8193  10.1331  15.6791
O  -0.3505  1.0189  17.1763
O  0.8136  3.2367  18.544
O  9.8631  1.9684  15.1178
O  2.2801  -0.0154  -0.8575
O  5.2849  -1.7471  12.6751
O  5.9665  7.9114  18.6006
O  3.0162  1.8886  17.8613
O  6.0453  11.3068  -1.079
O  6.0843  8.4538  -1.0073
O  1.4611  6.2371  11.7406
O  -1.4927  8.2704  0.1736
O  5.068  4.0639  16.2906
O  3.987  2.8212  11.9826
O  9.7253  11.6478  10.3637
O  5.1914  12.9416  10.2429
O  8.3681  3.1884  13.1924
O  -1.6581  -1.569  12.4026
O  9.2739  0.8484  12.8115
O  -1.5297  5.943  15.2415
O  2.013  4.0159  10.3278
O  2.1664  13.8989  8.2976
O  8.1258  9.0889  17.6607
O  7.4203  1.1961  14.693
O  3.9713  5.3502  11.6838
O  2.76  6.2675  9.4619
O  5.9896  3.9469  10.575
O  5.5478  10.4515  9.9437
O  9.9307  5.6485  9.6364
O  1.0799  6.4346  15.1011
O  -1.8351  9.9243  15.6836
O  -0.4229  7.9212  16.6076
O  3.0261  -1.253  14.2629
O  3.1018  -0.6425  16.8971
O  2.5855  4.327  17.0418
O  7.0928  -1.3165  15.5301
O  7.9137  5.8179  13.5788
O  -0.5502  10.0673  17.9712
O  6.8915  5.7413  17.2737
O  4.3495  6.0913  17.8328
O  -3.3998  7.8445  15.2557
O  7.023  1.2357  19.6101
O  7.4825  4.0032  15.3952
O  8.0246  8.0332  20.127
O  9.9784  2.718  9.5892
O  11.5229  5.5012  17.3891
O  10.1319  8.104  10.5706
O  2.7584  7.7077  13.4225
O  1.4077  11.5486  18.8153
O  5.8837  4.2187  13.2052
O  2.5312  0.9702  10.4128
O  -1.764  7.4959  13.1475
O  -4.0232  -0.7953  11.6233
O  6.7519  2.0043  -2.1853
O  6.1653  0.7158  17.0289
O  5.1177  0.0852  14.6916
O  6.5022  8.3202  10.7843
O  10.0115  3.3968  17.2996
O  -0.9635  11.9619  19.7785
O  6.1983  6.1851  9.4304
O  2.2215  8.697  -0.8473
O  1.8015  6.4883  -2.0465
O  6.9709  3.137  17.8539
O  3.8496  0.3448  12.424
O  6.0562  5.8885  -2.0161
O  8.6439  12.6919  17.4373
O  0.477  8.5929  12.4423

Results
free energy: -45074.702 eV
free energy less fixed offsets of O -463.61, Si -117.95 eV per atom: -17.732 eV
pressure: -0.57 GPa
stress xx, yy, zz, yz, xz, xy (GPa, positive in tension): -0.75, 0.28, 2.16, 0.03, -0.28, 0.44

Forces (eV/angstrom), in the order of the atoms: element, x, y, z
Si  0.1081  0.4815  -0.2447
Si  0.0177  0.3322  0.211
Si  -0.1249  -0.4128  0.1139
Si  -0.1329  -0.4803  -0.6683
Si  0.0807  0.3579  -0.5368
Si  0.1804  0.022  -0.7119
Si  -0.1168  -0.2543  -0.4861
Si  -0.0493  0.2766  -0.3243
Si  -0.0311  -0.0853  -0.8599
Si  -0.0716  -0.0802  -0.0559
Si  -0.2759  0.0034  -0.2783
Si  -0.1034  -0.0624  -0.1282
Si  0.133  -0.14  -0.1922
Si  0.0359  0.1301  -0.322
Si  -0.1022  -0.0644  -0.3469
Si  -0.0638  -0.0563  -0.0917
Si  -0.1335  0.093  -0.1959
Si  0.177  0.0177  -0.5808
Si  -0.0318  0.1147  -0.1407
Si  -0.1125  -0.1614  0.4888
Si  -0.0007  0.1311  0.166
Si  -0.0502  0.0165  -0.1397
Si  -0.0046  -0.0413  0.3181
Si  -0.019  0.0172  0.2647
Si  0.1104  0.1045  -0.1552
Si  0.1318  -0.1442  0.4266
Si  -0.0075  -0.0994  0.1649
Si  0.0197  -0.0794  -0.0496
Si  -0.1166  -0.072  -0.2656
Si  -0.014  0.0604  -0.063
Si  0.0753  -0.1457  0.0025
Si  -0.1195  -0.2022  -0.2539
Si  0.1412  0.2887  0.0741
Si  -0.0537  -0.0532  0.0931
Si  0.0714  -0.1128  -0.2094
Si  -0.0718  0.2896  0.0294
Si  0.0995  -0.1621  0.1469
Si  -0.0274  0.269  0.012
Si  -0.0552  -0.0836  -0.12
Si  -0.0082  -0.1024  0.2698
Si  0.0561  0.1027  0.113
Si  -0.0619  -0.0344  0.0387
Si  -0.1035  -0.1443  0.2005
Si  0.2067  0.1095  0.1068
Si  -0.0235  0.0094  -0.0533
Si  0.152  -0.0432  -0.4751
Si  0.0423  -0.1443  -0.2158
Si  0.0633  0.1387  0.1811
Si  -0.0082  0.1684  -0.2593
Si  -0.0734  -0.0905  0.0502
Si  0.0294  -0.0258  0.0311
Si  -0.0213  0.073  -0.1016
Si  -0.1421  0.0646  -0.1203
Si  -0.0669  -0.1205  0.2642
Si  0.0995  -0.0857  0.3698
Si  -0.065  -0.0371  0.1588
Si  0.0586  0.0823  0.1797
Si  0.048  -0.1318  0.3977
Si  0.2231  -0.0408  0.0768
Si  -0.2652  0.1093  0.0667
Si  -0.1764  0.0926  0.3583
Si  0.0625  -0.0936  0.1226
Si  -0.1493  -0.0613  0.1683
Si  0.1825  -0.0757  0.6152
Si  -0.1126  -0.2927  0.7308
Si  0.1019  0.307  0.6037
Si  0.2058  -0.1555  -0.2007
Si  -0.1374  0.0211  0.7593
Si  0.118  0.3549  0.1194
Si  -0.2165  0.0235  0.5046
Si  0.3791  -0.5068  0.126
Si  -0.0585  0.1899  0.2748
Si  0.1534  -0.1165  -0.5053
Si  0.0141  0.015  -0.4087
Si  0.0387  -0.1861  0.568
Si  -0.0016  0.0494  -0.4964
Si  0.1432  -0.0804  0.5189
Si  0.1295  -0.059  0.1868
Si  0.2616  0.0273  0.0259
Si  0.209  -0.1809  -0.3703
Si  0.0348  0.001  -0.546
Si  0.1079  0.0586  0.4983
Si  0.0016  0.1538  -0.4565
Si  -0.1847  -0.157  -0.1031
Si  0.0176  -0.0976  0.4111
Si  -0.1603  0.0993  0.3074
Si  0.0385  0.2872  0.0492
Si  -0.112  0.1606  -0.453
Si  -0.2063  0.0837  0.5629
Si  -0.1829  -0.3181  0.0862
Si  0.2246  0.265  0.4535
Si  0.043  -0.0681  -0.4131
Si  0.0346  -0.1076  -0.319
Si  -0.0525  -0.0159  -0.2021
Si  -0.0067  0.1087  -0.1592
Si  0.0517  -0.0272  -0.4233
Si  0.1025  -0.1077  -0.3361
Si  -0.1729  -0.0175  0.3733
Si  -0.1294  -0.1616  -0.486
O  -0.1586  0.0306  0.2728
O  -0.0072  -0.3927  -1.0674
O  -0.1332  0.0696  -0.2779
O  0.2238  -0.1494  0.4879
O  0.0304  0.2504  0.1656
O  0.1156  -0.1404  0.2978
O  -0.0464  -0.1266  0.3779
O  0.1035  0.0864  0.1071
O  -0.2712  -0.1046  0.2533
O  -0.0771  0.4896  0.5306
O  0.2347  0.1124  -0.5325
O  0.1986  0.0224  0.2552
O  -0.1089  -0.0304  0.2536
O  0.186  0.5289  0.5395
O  0.0943  -0.269  0.4902
O  0.3569  0.0949  -0.3549
O  0.1514  -0.0706  -0.6405
O  0.087  0.2678  0.3203
O  0.11  -0.0319  -0.3965
O  -0.1017  0.2057  -0.1508
O  0.0346  -0.3739  -0.2113
O  -0.1971  -0.0823  0.2509
O  -0.1398  -0.0427  -0.327
O  -0.2147  -0.2851  -0.2505
O  0.0962  0.301  0.0466
O  0.2046  0.3272  -0.4394
O  0.0197  -0.0906  0.5196
O  -0.2928  0.0077  0.2984
O  0.0365  -0.089  0.0525
O  -0.2442  -0.0966  -0.4127
O  -0.0984  0.1749  0.2561
O  -0.0223  0.1823  -0.4942
O  0.1459  0.2454  0.0242
O  0.0708  0.582  -0.685
O  0.0347  0.1612  0.12
O  -0.0795  -0.1724  0.3097
O  -0.0245  0.0668  -0.1233
O  0.2617  0.0348  0.0208
O  -0.1128  0.2422  0.39
O  0.1669  -0.1729  0.476
O  0.0955  0.1411  0.1583
O  0.0624  -0.0744  0.1888
O  0.0635  0.3868  0.1266
O  -0.4214  -0.028  0.426
O  0.2504  -0.171  0.1304
O  0.1906  0.1424  0.058
O  -0.0483  -0.4456  0.3319
O  -0.1951  0.0206  0.1054
O  -0.3403  0.1371  0.2633
O  -0.2121  -0.3578  -0.7123
O  -0.1101  -0.2726  0.1914
O  -0.0306  -0.2364  -0.3791
O  -0.2804  -0.0267  -0.2717
O  0.0387  0.1243  -0.0398
O  -0.1859  -0.0516  -0.4904
O  0.0534  -0.0777  -0.583
O  0.1273  0.2609  -0.2494
O  -0.1056  -0.1312  -0.1258
O  -0.156  -0.171  0.4766
O  0.2587  0.1248  0.221
O  0.0524  -0.1192  -0.0895
O  -0.2309  0.1372  -0.5242
O  0.2169  -0.0887  0.2556
O  0.2328  -0.3123  0.4275
O  -0.1623  0.2289  -0.0988
O  -0.1548  -0.4223  0.439
O  0.1858  0.0846  0.3364
O  -0.0325  -0.1099  0.0504
O  0.1617  0.0834  -0.3534
O  -0.0695  0.291  0.2389
O  -0.1314  0.0941  0.0886
O  0.0063  -0.2073  -0.2591
